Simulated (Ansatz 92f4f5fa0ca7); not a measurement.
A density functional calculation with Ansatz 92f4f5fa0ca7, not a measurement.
Periodic cell of 462 atoms, Si286O176, from a study of silicon, its oxide and their interface. The atomic structure is a simulated model.

Settings
functional: r2SCAN
potential files: Ansatz PAW
basis: plane waves
wave-function cutoff: 800 eV
density cutoff ratio: 5
exchange-correlation grid ratio: 1
k mesh: 1 x 1 x 1, Gamma-centred
self-consistency stop: 1e-10 eV per atom in the density residual
occupations: fixed
spin: none
net charge: 0

Cell vectors (angstrom)
a	16.332	0	0
b	0	16.332	0
c	0	0	29.7535

Atoms and the computed forces on them: element, x, y, z (angstrom), force x, y, z (eV/angstrom)
Si	1.332	1.14	1.272	0.025	-0.028	0.05
Si	2.672	1.994	-0.447	0.064	0.061	0.081
Si	-0.702	5.964	0.105	0.08	-0.181	0.155
Si	3.447	10.188	-4.263	-0.044	0	0.07
Si	1.323	12.168	1.071	-0.061	-0.044	-0.078
Si	0.272	11.404	-0.96	-0.013	-0.028	0.151
Si	5.226	0.112	-0.179	0.011	0.039	0.039
Si	9.777	4.291	1.396	0.037	-0.009	0.08
Si	5.042	5.477	-0.083	-0.021	-0.09	0.071
Si	7.254	8.144	0.13	0.026	-0.023	0.041
Si	5.89	10.09	0.044	0	0.116	0.068
Si	8.478	13.189	0.248	0.136	-0.07	-0.005
Si	9.511	-1.502	1.51	-0.008	-0.004	0.036
Si	13.515	2.893	-0.122	-0.041	0.081	0.151
Si	11.674	5.332	-0.657	-0.042	-0.102	0.161
Si	13.421	6.854	-0.199	0.031	0.116	0.123
Si	10.395	11.807	-0.093	-0.047	0.027	0.103
Si	14.853	14.894	1.21	-0.004	-0.029	0.031
Si	0.208	-0.4	-0.023	0.018	-0.018	0.049
Si	3.974	4.114	1.382	0.083	0.006	-0.041
Si	1.172	6.782	1.381	-0.063	0.081	-0.055
Si	2.869	7.735	0.057	-0.102	0.001	0.177
Si	2.563	13.819	-0.088	-0.021	0.007	0.074
Si	4.131	14.916	1.234	0.018	-0.006	0.051
Si	6.819	1.35	1.067	-0.023	-0.012	-0.054
Si	8.182	2.429	-0.592	-0.088	0.022	0.14
Si	6.436	6.537	1.486	-0.05	-0.075	0.032
Si	9.571	9.434	1.471	0.07	0.006	0.034
Si	6.792	11.965	1.272	-0.011	0.026	0.05
Si	11.078	15.497	-0.126	0.013	-0.051	0.067
Si	12.392	1.462	1.35	0.027	0.044	-0.062
Si	14.997	4.064	1.279	0.014	0.1	-0.054
Si	12.837	7.331	1.941	-0.073	-0.039	0.062
Si	14.351	9.123	1.898	0.135	-0.015	0.059
Si	12.059	12.395	1.506	0.039	-0.015	-0.038
Si	12.998	14	0.078	-0.157	-0.03	0.007
Si	0.048	2.663	2.584	-0.059	-0.021	0.026
Si	2.771	-0.095	2.657	-0.013	-0.006	-0.004
Si	-0.021	8.201	2.821	-0.004	-0.029	0.015
Si	2.57	5.424	2.773	0.055	0.005	-0.078
Si	-0.067	13.495	2.532	0.033	0.051	0.028
Si	2.68	10.85	2.531	-0.004	-0.031	0.024
Si	5.48	2.692	2.562	-0.049	0.059	-0.024
Si	8.137	0.052	2.579	0.008	-0.017	0.006
Si	5.285	8.044	2.853	0.103	-0.019	-0.061
Si	8.142	5.428	2.671	0.017	0.007	-0.044
Si	5.471	13.5	2.553	0.017	0.031	-0.003
Si	8.17	10.805	2.794	-0.004	0.015	-0.047
Si	11.004	2.797	2.751	0.059	0.036	-0.039
Si	13.648	-0.013	2.689	-0.02	-0.024	-0.013
Si	10.956	8.235	2.894	-0.081	0.026	0.019
Si	13.741	5.382	2.868	0.055	0.073	-0.076
Si	10.845	13.653	2.992	-0.034	-0.017	0.025
Si	13.403	10.983	2.883	-0.023	0.038	0.026
Si	1.306	3.995	4.089	0.006	0.008	0.019
Si	4.121	1.325	3.978	0.01	-0.023	-0.033
Si	1.362	9.6	4.067	-0.051	-0.05	-0.033
Si	3.928	6.751	4.193	-0.046	0.007	0.026
Si	1.337	14.879	3.947	-0.018	0.017	-0.004
Si	4.045	12.223	3.939	0.008	-0.001	-0.024
Si	6.809	4.028	4.018	-0.063	0.016	-0.009
Si	9.528	1.399	3.992	0.018	0.012	-0.017
Si	6.768	9.435	4.102	0.032	0.019	-0.024
Si	9.506	6.793	4.067	0.031	0.009	-0.009
Si	6.802	14.947	3.939	0.006	-0.001	0.009
Si	9.478	12.202	4.209	-0.024	0.005	0.028
Si	12.31	4.094	4.185	-0.067	0.007	-0.035
Si	15.014	1.36	4.024	0.045	0.008	0.013
Si	12.178	9.61	4.313	0.015	-0.033	-0.049
Si	15.062	6.763	4.221	0.033	-0.001	-0.049
Si	12.285	15.041	4.168	-0.025	-0.055	0.007
Si	14.945	12.279	4.077	0.021	-0.052	-0.038
Si	0.045	-0.034	5.361	-0.031	-0.031	-0.012
Si	2.741	2.661	5.376	-0.014	0.019	-0.012
Si	0.033	5.379	5.541	0.017	0.062	0.008
Si	2.643	8.208	5.492	-0.012	-0.001	0.041
Si	-0.016	10.924	5.446	0.008	-0.017	0.003
Si	2.712	13.579	5.363	-0.01	-0.003	-0.01
Si	5.459	-0.033	5.354	0.005	-0.032	-0.013
Si	8.171	2.704	5.419	0.002	0.019	-0.022
Si	5.416	5.364	5.404	0.039	-0.005	0.022
Si	8.166	8.132	5.461	0.001	-0.016	-0.011
Si	5.401	10.888	5.363	-0.021	-0.011	0.002
Si	8.107	13.64	5.427	0.026	-0.029	0.009
Si	10.864	0.067	5.441	0.005	-0.011	-0.003
Si	13.671	2.7	5.467	0.022	-0.007	-0.018
Si	10.875	5.449	5.463	0.008	0.048	0.015
Si	13.622	8.161	5.506	-0.033	0.014	0.045
Si	10.826	10.907	5.629	0.003	-0.005	-0.015
Si	13.646	13.649	5.487	-0.015	0.023	0.039
Si	1.38	1.329	6.765	0.018	-0.027	-0.019
Si	4.061	4.015	6.774	-0.045	-0.008	0
Si	1.334	6.817	6.859	0.016	-0.013	0.01
Si	4.065	9.573	6.784	0.003	-0.03	-0.006
Si	1.369	12.273	6.796	-0.042	-0.004	0.026
Si	4.084	14.968	6.731	0.021	0.028	0.004
Si	6.805	1.328	6.764	0.016	0	-0.016
Si	9.526	4.068	6.809	-0.009	0.001	0.011
Si	6.792	6.745	6.75	-0.017	0.025	0.01
Si	9.504	9.47	6.882	0.01	0.045	0.017
Si	6.747	12.257	6.762	0.016	-0.004	-0.001
Si	9.497	14.995	6.778	0.018	-0.009	-0.008
Si	12.265	1.378	6.809	-0.02	0.01	0.001
Si	14.968	4.066	6.878	0.025	0.031	0.022
Si	12.226	6.803	6.85	0.003	-0.01	-0.022
Si	14.981	9.541	6.833	0.019	-0.027	-0.021
Si	12.276	12.272	6.857	-0.033	-0.037	0.003
Si	15.029	15.012	6.809	-0.006	-0.023	-0.004
Si	0.031	2.706	8.171	-0.016	0.005	0.019
Si	2.768	0.013	8.137	-0.035	0.002	0.019
Si	-0.032	8.179	8.218	0.003	-0.004	0.01
Si	2.735	5.434	8.125	0.021	0.037	-0.016
Si	0.036	13.646	8.185	0.017	0.048	0.005
Si	2.726	10.93	8.181	-0.003	-0.007	0
Si	5.432	2.677	8.144	0.038	-0.03	-0.006
Si	8.133	-0.013	8.177	-0.003	0.03	-0.01
Si	5.443	8.155	8.057	0.037	0.019	-0.001
Si	8.172	5.453	8.16	-0.007	0.003	-0.006
Si	5.424	13.627	8.145	-0.023	-0.006	-0.004
Si	8.152	10.905	8.115	-0.003	-0.06	0.003
Si	10.908	2.719	8.176	0.028	0.02	0
Si	13.657	0.04	8.159	-0.002	-0.015	-0.019
Si	10.883	8.129	8.259	-0.026	0.004	-0.003
Si	13.568	5.433	8.225	-0.026	-0.005	0.012
Si	10.894	13.654	8.131	0.014	0.019	-0.003
Si	13.625	10.881	8.218	0.012	0.005	0.018
Si	1.396	4.091	9.509	0.015	0.042	0.001
Si	4.131	1.317	9.582	-0.049	-0.027	0.005
Si	1.356	9.563	9.528	0.002	-0.027	0.002
Si	4.067	6.846	9.427	0.005	-0.043	0.007
Si	1.423	15.02	9.524	0.007	-0.033	0.002
Si	4.097	12.299	9.548	0.021	0.043	0.002
Si	6.738	4.138	9.45	-0.013	-0.011	-0.005
Si	9.538	1.34	9.497	0.019	-0.018	-0.03
Si	6.871	9.441	9.4	-0.05	0.033	0.018
Si	9.535	6.747	9.626	0.019	0.023	-0.006
Si	6.769	14.962	9.572	0.05	-0.003	-0.006
Si	9.524	12.281	9.46	0.008	-0.048	-0.021
Si	12.222	4.059	9.61	-0.024	-0.002	-0.007
Si	14.968	1.422	9.567	0.016	-0.019	0.015
Si	12.269	9.492	9.599	-0.002	-0.011	0.025
Si	14.92	6.819	9.576	-0.032	0.019	0.03
Si	12.301	14.975	9.462	-0.028	-0.018	-0.015
Si	14.984	12.284	9.543	0.001	-0.007	-0.031
Si	0.088	0.108	10.848	-0.008	-0.028	-0.039
Si	2.852	2.838	10.87	-0.009	-0.032	-0.02
Si	-0.033	5.42	10.857	-0.005	0.015	0.014
Si	2.694	8.137	10.824	0.038	0.009	-0.016
Si	0.016	10.938	10.894	0.022	0.002	-0.001
Si	2.734	13.677	10.959	-0.05	0.017	-0.023
Si	5.367	-0.13	11.05	0.003	-0.046	0.015
Si	8.09	2.742	10.717	0.028	-0.028	0.016
Si	5.452	5.604	10.818	0.01	-0.004	-0.012
Si	8.189	8.186	10.923	-0.015	0	-0.004
Si	5.561	10.829	10.674	0.015	0.028	-0.036
Si	8.218	13.621	10.881	-0.008	0.031	0.011
Si	10.963	-0.04	10.819	-0.012	0.031	0
Si	13.59	2.747	11.016	0.02	0.032	0.003
Si	10.84	5.332	11.032	-0.007	0.031	0.024
Si	13.579	8.11	11.051	0.016	0.012	0.002
Si	10.895	10.95	10.826	0.009	-0.033	0.005
Si	13.623	13.657	10.897	-0.032	0.043	-0.006
Si	1.436	1.557	12.17	-0.014	-0.046	0.059
Si	4.111	4.334	12.232	0.051	-0.011	-0.017
Si	1.271	6.806	12.196	0.028	0.015	0.012
Si	4.177	9.526	11.99	0.003	0	0.03
Si	1.366	12.323	12.263	-0.023	-0.07	-0.05
Si	3.886	14.967	12.576	0.055	0.042	-0.088
Si	6.915	1.265	12.084	0.054	-0.033	-0.024
Si	9.309	3.988	12.287	-0.033	0.028	0.006
Si	6.781	6.893	12.308	0.036	-0.035	0
Si	9.603	9.581	12.204	0.039	0.048	0.002
Si	6.974	12.066	12.097	-0.007	-0.071	-0.094
Si	9.705	14.892	12.229	-0.035	0.047	-0.048
Si	12.179	1.321	12.293	-0.063	-0.012	-0.001
Si	15.009	4.133	12.36	-0.012	0.003	0.069
Si	12.251	6.601	12.456	-0.018	-0.015	0.004
Si	14.995	9.61	12.266	0.009	-0.024	-0.01
Si	12.219	12.271	12.247	-0.005	0.009	0.041
Si	15.034	15.093	12.151	0.093	-0.036	-0.016
Si	1.588	4.111	15.091	0.045	-0.043	-0.099
Si	2.653	0.283	13.666	-0.099	0.004	0.037
Si	0.076	8.285	13.582	0.011	-0.007	-0.005
Si	2.698	5.623	13.625	0.016	0.015	0.076
Si	-1.719	12.847	14.784	0.023	0.014	0.11
Si	2.975	10.988	13.322	0.05	0.067	0.129
Si	5.776	3.609	13.724	0.023	0.075	0.009
Si	8.606	0.276	13.304	0.108	0.032	-0.059
Si	6.422	10.147	14.882	0.211	-0.132	-0.218
Si	9.14	6.848	15.746	-0.041	0.01	-0.13
Si	4.288	14.118	14.883	0.055	-0.03	-0.118
Si	8.303	10.92	13.659	-0.123	-0.049	0.049
Si	10.192	2.099	13.373	0.028	-0.054	-0.016
Si	15.319	1.26	14.867	-0.02	0.038	-0.143
Si	12.53	9.383	14.813	-0.009	0.039	-0.093
Si	14.853	7.273	15.079	0.003	-0.018	-0.133
Si	10.972	13.616	13.766	-0.003	0	0.032
Si	16.382	13.794	13.579	0.015	0.001	-0.039
Si	0.177	2.836	13.627	-0.038	0.043	-0.037
Si	4.002	2.32	15.717	-0.06	0.038	-0.072
Si	1.968	9.305	14.549	0.041	0.027	0.028
Si	3.273	7.478	16.999	-0.046	0.06	-0.176
Si	1.085	15.427	14.981	0.078	-0.017	0.151
Si	4.932	11.979	14.286	-0.117	-0.007	0.063
Si	7.677	5.138	13.616	-0.056	0.044	-0.062
Si	10.673	2.317	15.593	-0.052	-0.041	-0.104
Si	5.449	8.373	13.611	-0.015	0.036	0.046
Si	10.18	4.875	17.441	0.002	0.023	-0.113
Si	6.962	15.491	15.824	0.033	0.122	-0.069
Si	9.437	12.397	15.16	0.078	-0.006	0.116
Si	13.408	3.063	16.147	0.012	-0.041	-0.148
Si	13.697	0.061	13.594	0.015	0.019	0.002
Si	10.558	10.973	16.683	-0.046	0.017	-0.126
Si	13.812	5.42	13.96	0.047	0.073	-0.081
Si	12.916	14.55	14.818	-0.013	-0.065	-0.114
Si	13.672	11.033	13.603	-0.016	-0.088	-0.01
Si	21.486	6.716	21.316	-0.029	0	-0.006
Si	12.787	-16.558	22.677	0.009	-0.022	-0.029
Si	-3.377	7.538	25.675	0.04	0.009	0.053
Si	4.052	9.344	31.08	0	0.004	-0.025
Si	15.533	28.176	23.995	0.028	0.043	0.034
Si	-12.765	30.805	19.326	-0.014	-0.082	-0.056
Si	8.618	12.741	23.225	-0.011	-0.018	0.026
Si	20.857	21.453	18.758	-0.002	0.013	-0.028
Si	11.626	1.249	25.005	0.034	0.014	0.099
Si	6.192	20.846	27.733	-0.059	0.062	0.103
Si	10.954	24.553	13.525	0.047	0.02	-0.071
Si	26.808	3.531	23.211	-0.026	0.004	-0.015
Si	3.587	-8.817	14.722	-0.015	-0.003	-0.036
Si	22.437	9.864	26.69	-0.029	-0.004	0.18
Si	14.073	2.342	26.577	0.044	-0.02	0.15
Si	17.731	25.404	27.297	-0.028	0.018	0.161
Si	3.045	13.07	26.681	-0.038	-0.006	0.088
Si	-0.206	0.146	26.744	0.022	-0.005	0.071
Si	1.793	10.449	22.947	0.022	0.016	0
Si	-3.748	11.851	27.925	0.005	0.06	0.125
Si	5.725	12.453	18.549	-0.031	-0.057	-0.021
Si	2.892	16.987	21.148	0.004	-0.017	-0.022
Si	15.328	14.837	19.029	-0.045	-0.082	-0.123
Si	13.044	-5.771	25.114	-0.009	0.019	0.096
Si	32.359	20.666	25.276	0.027	0.002	0.099
Si	19.828	10.091	18.656	-0.067	0.043	-0.114
Si	33.028	17.384	19.747	-0.007	-0.039	-0.044
Si	-1.34	12.434	17.062	-0.025	0.05	-0.161
Si	16.792	6.216	17.18	0.01	0.054	-0.204
Si	32.085	6.749	26.86	0.005	0.046	0.022
Si	12.035	12.041	18.18	0.018	0.026	-0.045
Si	17.232	-10.573	20.199	0.045	0.011	-0.063
Si	8.596	-1.165	19.326	-0.001	0.022	-0.05
Si	22.562	21.033	23.429	-0.035	0.001	-0.023
Si	14.096	-6.712	29.427	-0.057	-0.036	-0.006
Si	-3.854	15.012	17.963	0.061	-0.026	-0.137
Si	7.973	9.213	17.358	0.01	0.029	-0.206
Si	-8.471	13.563	16.721	0	-0.095	-0.055
Si	10.291	0.904	18.055	0.099	0.009	-0.122
Si	-4.087	44.508	21.132	-0.015	0.008	-0.09
Si	-9.858	-4.743	21.259	-0.04	0.024	-0.042
Si	10.467	-1.91	21.685	0	-0.036	-0.014
Si	18.979	24.608	21.101	0.011	0.016	0
Si	19.803	12.552	21.747	0.007	0.003	0.007
Si	18.751	30.473	16.419	-0.264	-0.068	-0.013
Si	12.29	22.403	22.878	0.006	0.023	0.022
Si	25.112	-10.747	24.375	0.02	0.014	0.021
Si	18.163	2.203	26.297	0.032	-0.008	0.118
Si	39.476	12.618	25.534	-0.021	0.011	0.053
Si	23.708	20.368	18.49	0.018	-0.019	-0.06
Si	7.554	7.399	27.718	-0.065	0.027	0.074
Si	27.069	26.712	23.225	0.045	0.05	0.011
Si	17.661	11.192	16.99	0.13	0.041	-0.16
Si	21.09	2.901	25.225	-0.012	-0.007	0.07
Si	7.458	8.718	20.475	-0.026	0.035	-0.101
Si	-2.302	2.251	21.026	0.042	-0.023	-0.067
Si	9.808	7.621	22.261	-0.005	0.025	0.012
Si	-6.021	23.063	26.883	-0.006	0.039	0.102
Si	22.405	1.427	17.804	-0.023	-0.016	-0.099
Si	12.023	3.337	18.864	-0.021	-0.023	-0.157
Si	8.079	19.443	21.404	-0.015	0.024	-0.025
Si	30.969	13.649	21.779	0.012	-0.024	0
Si	4.927	16.767	23.307	-0.024	0.017	0.031
Si	18.803	3.142	19.658	0.012	-0.01	-0.033
Si	6.706	16.909	20.647	-0.019	-0.014	-0.019
Si	15.062	4.928	22.303	0.05	-0.015	0.024
Si	4.535	30.244	24.286	-0.019	0.001	0.03
Si	39.814	14.86	27.6	0.074	-0.049	0.175
Si	16.301	13.39	26.579	0.02	-0.049	0.072
Si	9.549	16.578	27.221	-0.034	-0.064	0.152
O	-8.124	15.774	-2.971	0.018	0.054	-0.087
O	-9.075	-0.888	-9.55	-0.018	-0.019	0.003
O	3.269	-3.01	-1.486	0.04	-0.025	-0.093
O	14.095	2.362	-1.55	0.017	-0.044	-0.151
O	-9.325	-7.805	-3.073	0.027	-0.021	-0.093
O	21.876	42.885	-1.571	-0.001	-0.013	-0.139
O	7.055	19.933	-7.19	0.009	-0.019	-0.009
O	4.638	18.051	-12.669	0.015	-0.015	0.034
O	-4.647	4.574	-6.759	0	-0.018	0.002
O	10.096	8.904	-6.55	-0.017	-0.042	0.006
O	11.038	2.144	-5.963	-0.008	0.008	-0.028
O	3.493	11.566	-3.427	0.021	0.006	-0.003
O	9.246	-12.99	0.195	0.026	-0.02	-0.105
O	12.278	-12.49	-0.597	-0.041	0.02	-0.065
O	-4.496	-5.751	-7.704	0.002	-0.023	0.018
O	6.267	2.108	-16.41	-0.028	-0.047	-0.042
O	6.991	5.901	-2.451	0.01	-0.039	-0.083
O	10.117	10.22	0.145	-0.042	-0.027	0.03
O	6.766	26.178	-13.287	-0.036	0.103	0.114
O	24.517	-3.411	-4.99	0.043	0.009	-0.027
O	3.053	26.78	-5.792	0.027	0.001	-0.024
O	7.672	3.916	-9.684	0.012	-0.005	0.048
O	11.277	6.964	-7.804	0.004	0.001	-0.013
O	10.811	5.439	-2.03	0.015	0.018	-0.031
O	18.312	2.415	-1.854	-0.05	0.034	-0.07
O	6.302	7.606	-9.131	0.016	0.002	-0.006
O	10.973	-20.668	-1.627	-0.007	0.021	-0.061
O	12.963	10.684	-0.765	-0.007	0.042	0.04
O	15.623	13.021	-6.861	0.006	0.022	-0.021
O	9.751	14.648	-9.468	-0.013	-0.017	-0.014
O	2.12	8.344	-1.23	0.009	0.012	-0.116
O	23.586	3.441	-1.444	0.077	-0.012	-0.009
O	15.246	17.984	-9.614	-0.023	0.009	0.025
O	15.48	14.237	-9.226	0.016	0.004	0.057
O	16.731	10.787	-6.054	-0.014	-0.006	0.01
O	22.314	15.764	-1.472	0.006	-0.028	-0.073
O	1.698	9.028	22.178	-0.008	-0.018	-0.023
O	-0.744	13.722	17.88	0.024	0.064	0.06
O	6.936	-5.18	26.187	0.029	-0.002	-0.017
O	23.54	5.298	24.58	0.007	0.015	0.041
O	11.361	15.714	22.018	0.013	0.044	0.009
O	7.956	14.034	28.712	-0.115	0.093	-0.141
O	-4.844	16.208	18.257	-0.018	-0.002	0.022
O	7.934	1.542	21.07	0.026	0.026	0.014
O	0.793	21.256	16.257	-0.014	-0.021	0.058
O	2.597	19.44	15.909	0.032	-0.022	0.076
O	3.563	13.502	23.059	-0.005	0.017	0.011
O	-12.638	17.474	14.642	0.105	0.122	0.025
O	15.454	6.867	16.543	0.015	-0.013	0.144
O	10.805	2.272	18.723	-0.026	0.035	0.054
O	13.14	19.732	17.691	-0.004	0.019	0.102
O	13.76	-3.945	21.247	0.02	-0.002	-0.005
O	9.957	17.497	16.493	-0.038	-0.051	0.096
O	8.961	6.47	23.026	-0.01	-0.001	-0.009
O	11.624	9.905	16.061	-0.003	-0.034	0.111
O	9.772	7.693	14.545	-0.003	-0.004	0.039
O	6.023	4.866	18.246	-0.005	0.017	0.006
O	8.521	14.076	18.135	0.018	0.006	0.008
O	16.237	0.099	15.57	-0.022	-0.02	-0.037
O	9.305	10.137	17.322	0.02	-0.058	0.098
O	14.781	2.224	16.076	-0.036	0.031	0.066
O	11.36	-3.227	21.558	0	0.007	0.032
O	13.415	1.073	21.944	-0.009	0.014	0.018
O	4.883	-4.58	21.57	0.005	-0.015	0.025
O	9.559	11.45	23.078	0	-0.013	-0.011
O	18.522	11.583	21.876	-0.004	0.011	-0.019
O	30	-7.976	15.394	-0.03	0.02	0.081
O	25.956	3.345	21.841	0.028	0	-0.004
O	23.071	12.175	19.771	0.04	0.008	0.02
O	5.861	17.492	19.387	-0.016	0.013	0.044
O	13.789	15.312	18.852	0.024	0.043	0.071
O	13.362	4.367	15.173	-0.038	-0.044	0.017
O	-0.591	4.678	23.738	-0.017	0.011	-0.062
O	12.831	2.961	20.193	-0.005	0.003	0.04
O	31.003	3.431	21.886	-0.005	-0.015	0.008
O	3.095	13.396	20.425	-0.022	-0.005	0.016
O	1.4	14.902	29.244	-0.042	0.025	-0.033
O	10.677	21.783	30.404	0.078	0.058	-0.121
O	14.191	6.776	26.4	-0.055	-0.01	-0.059
O	16.04	12.753	28.06	-0.005	0.015	0.032
O	-2.624	24.562	28.662	-0.032	-0.074	-0.245
O	6.72	16.482	17.077	0.006	0.032	0.059
O	3.959	22.992	29.215	0.092	-0.017	-0.066
O	3.575	20.135	18.663	-0.008	-0.021	0.011
O	9.537	22.696	25.536	-0.005	-0.014	-0.067
O	4.99	-2.434	18.764	0.013	0.033	0.012
O	27.537	4.743	18.701	0.029	0.018	0.051
O	18.107	4.409	20.385	-0.008	0.009	0.032
O	-6.962	14.113	22.828	-0.003	0.021	0.005
O	18.202	12.588	16.35	0.017	-0.119	0.082
O	-10.517	-3.601	13.066	0.077	-0.028	0.034
O	7.557	25.402	18.901	-0.024	-0.006	0.119
O	26.731	17.033	25.921	0.014	0.02	-0.08
O	17.985	7.309	17.135	-0.019	-0.021	0.054
O	5.819	0.525	21.973	0.004	0.005	-0.019
O	20.248	23.939	21.845	0	0.003	0.014
O	8.243	-10.667	15.077	0.035	0.028	0.127
O	25.223	-8.196	21.013	0.036	-0.019	0.009
O	37.572	20.378	24.087	-0.008	0.024	-0.025
O	16.081	11.257	17.285	-0.09	0.004	0.034
O	2.122	10.881	18.351	0.027	-0.046	0.098
O	36.223	15.901	20.106	0.02	0.04	0.011
O	14.079	27.456	24.002	-0.021	0.004	-0.027
O	5.46	-12.717	26.544	-0.017	-0.015	-0.09
O	4.68	11.2	18.521	0.041	0.004	0.002
O	-4.571	13.632	18.383	-0.037	-0.031	0.039
O	14.691	3.73	25.995	-0.029	0.012	-0.022
O	-0.332	5.977	28.261	0.018	0.02	0.01
O	31.806	-6.06	28.936	0.003	0.019	-0.056
O	25.801	20.465	24.309	0.005	-0.021	0.016
O	-8.107	-8.566	16.693	-0.006	-0.006	0.053
O	21.559	15.326	23.962	0.017	0.016	-0.009
O	18.114	7.114	20.368	-0.021	-0.008	0.005
O	3.27	2.454	25.631	0.017	-0.008	-0.052
O	18.697	9.118	26.023	0.045	-0.004	-0.057
O	-0.501	31.256	26.425	-0.019	0.016	-0.033
O	-2.563	5.901	22.27	-0.021	0.016	-0.006
O	3.779	-7.426	17.589	0.014	-0.018	0.007
O	10.455	-12.58	16.306	-0.013	0.055	0.073
O	16.088	5.676	21.316	-0.037	0.009	0.021
O	17.19	3.255	25.559	-0.027	0.027	-0.037
O	3.001	-12.931	30.019	-0.125	-0.076	-0.013
O	21.93	29.033	24.467	-0.001	-0.022	-0.02
O	11.625	7.623	26.601	-0.038	0.003	0.014
O	14.965	17.405	26.117	-0.027	0.004	-0.054
O	1.582	9.962	15.997	-0.11	0.037	0.062
O	6.986	26.378	21.292	0.014	-0.013	0.031
O	12.5	16.426	24.252	-0.001	-0.024	0.008
O	19.735	16.819	22.688	-0.013	0.002	0.006
O	32.847	-10.562	25.838	0.021	-0.006	-0.021
O	8.758	24.553	30.542	0.016	-0.028	-0.014
O	28.606	2.012	15.667	-0.029	-0.004	0.051
O	35.294	14.553	17.996	0.04	0.068	0.055
O	11.516	10.612	24.613	-0.029	-0.005	-0.007
O	16.064	16.653	28.354	-0.016	0.022	-0.067
O	24.272	32.522	14.744	-0.077	-0.04	0.164
O	37.75	19.75	15.192	0.013	-0.022	0.108
O	22.941	12.579	17.186	0.007	-0.015	0.011
O	7.153	18.967	17.709	0.041	0.01	0.02
O	16.393	24.574	26.906	-0.004	-0.009	-0.044
O	4.579	5.619	20.285	0.005	-0.01	0.017
O	-17.053	12.472	25.471	-0.028	-0.025	-0.036
O	22.837	-2.573	26.627	-0.043	-0.006	-0.056
O	-3.065	-3.073	28.366	0.06	-0.048	-0.119
O	3.265	18.507	20.692	0.02	0.009	0.008
O	4.913	25.887	25.65	0.026	-0.034	-0.058
O	17.595	16.883	21.027	-0.011	0.002	0.034
O	1.297	2.186	19.004	-0.024	0	-0.005
O	13.471	9.034	25.389	-0.001	-0.022	-0.018
O	17.562	-5.696	27.726	0.051	-0.025	-0.074
O	8.986	16.629	18.744	-0.048	0.023	0.031
O	13.076	11.457	26.458	0.027	-0.037	-0.124
O	17.859	-3.013	26.287	0.014	0.037	-0.055
O	-10.821	-17.507	15.203	0.02	0.029	0.06
O	20.371	17.456	29.014	-0.012	-0.009	-0.035
O	3.296	-6.968	20.082	0.005	-0.001	0.062
O	12.483	6.765	24.332	-0.015	-0.021	-0.027
O	0.238	5.774	18.714	-0.017	-0.022	0.092
O	3.922	6.27	17.829	-0.007	0.007	0.03
O	32.692	16.072	18.842	0.037	0.056	0.018
O	12.82	14.962	16.397	-0.028	0.075	0.141
O	13.573	28.252	17.648	-0.053	-0.065	0.068
O	9.182	23.826	27.734	0.028	0.002	-0.03
O	23.672	28.815	22.275	0	0.013	0.005
O	5.788	22.288	22.559	0.011	-0.004	0.02
O	13.777	14.835	22.481	-0.012	0.02	0.03
O	11.427	17.04	30.004	-0.034	-0.021	0.08
O	26.681	6.278	16.664	0.035	-0.032	0.051
O	21.63	17.879	24.448	0.012	-0.016	-0.001
O	17.542	0.697	26.142	0.011	-0.011	-0.048
O	24.971	4.808	17.884	-0.042	-0.011	0.03
O	28.923	2.125	25.972	-0.053	0.012	-0.033
O	10.489	15.586	28.107	0.023	0.014	-0.113
O	11.95	44.003	19.631	-0.011	-0.017	0.052
O	9.021	1.478	28.145	0.014	0.011	-0.037
O	20.149	14.104	25.719	0.006	0.016	-0.021

Results
free energy: -283313.577 eV
free energy less fixed offsets of O -570.45, Si -639.56 eV per atom: -0.217 eV

The program warned: the cutoff lies below the one the program advises for these potential files; the forces do not sum to zero within the program's tolerance; empty levels may hold ghost states of the PAW files; the exchange-correlation potential is rough where the density is thin.
